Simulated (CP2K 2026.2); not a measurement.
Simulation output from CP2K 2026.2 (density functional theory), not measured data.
Periodic cell of 432 atoms, Si324O108, from a study of silicon, its oxide and their interface. The atomic structure is a simulated model.
Doubt: the forces sum to 1.66 eV/angstrom along one axis rather than to zero, so they err by at least 0.0038 eV/angstrom per atom on average; the grid cutoff is modest.

Settings: functional PBE; method Gaussian and plane waves; basis set DZVP-MOLOPT-SR-GTH; pseudopotentials GTH-PBE; grid cutoff 300 Ry, relative cutoff 40 Ry; k points Gamma only; occupations fixed; spin none; net charge 0.

Cell vectors (angstrom)
a	16.32	0	0
b	0	16.32	0
c	0.0909	2.6413	29.4704

Atoms and the computed forces on them: element, x, y, z (angstrom), force x, y, z (eV/angstrom)
Si	1.6377	-1.6744	0.1595	-0.1927	0.1066	0.7544
Si	4.2971	1.0078	0.1046	-0.1181	0.2666	0.756
Si	0.9927	4.2485	0.0476	0.3425	-0.0529	0.7286
Si	3.8948	7.0181	0.0192	0.1723	-0.1782	0.767
Si	1.6499	-7.0939	-0.0625	-0.1906	0.2359	0.7481
Si	3.9441	-3.8006	0.2396	0.0797	-0.2549	0.715
Si	6.5356	-1.1046	0.4008	-0.0044	-0.0673	0.7422
Si	9.123	1.5171	0.0152	0.2827	-0.133	0.7123
Si	7.0093	3.8417	0.0833	-0.1652	0.1318	0.7305
Si	9.2608	7.1299	-0.1134	0.2398	-0.2953	0.6661
Si	7.138	9.525	-0.0419	-0.3565	0.1663	0.6902
Si	-6.4905	-4.1414	0.063	-0.2489	0.1609	0.7485
Si	-3.6497	-1.604	0.0163	-0.2415	0.1521	0.6718
Si	-1.5154	1.5498	0.1837	0.1057	-0.1385	0.7104
Si	-3.8398	3.6577	0.0685	-0.1261	0.1903	0.7068
Si	-1.1867	6.5309	0.0049	-0.1509	0.2226	0.7096
Si	-4.2962	-6.3934	0.0176	0.1142	-0.2972	0.744
Si	-1.6586	-4.0741	0.0484	0.3267	-0.106	0.6433
Si	2.7021	-0.0383	1.4563	-0.0042	-0.0114	-0.0579
Si	5.4179	2.6789	1.3642	0.0002	-0.0144	-0.0524
Si	2.6988	5.4011	1.2569	-0.0232	0.0177	-0.049
Si	5.4879	8.274	1.2162	0.0245	-0.0027	-0.0348
Si	2.7412	-5.4966	1.322	-0.0047	-0.0038	-0.0541
Si	5.4114	-2.6914	1.6348	-0.0306	-0.0097	-0.0431
Si	8.1063	0.0971	1.571	0.0105	0.0196	-0.0475
Si	-5.4749	2.5618	1.309	-0.0271	-0.0001	-0.025
Si	8.2125	5.4701	1.2509	0.0064	0.0274	-0.0173
Si	-5.4123	8.1992	1.1919	-0.0026	0.0404	-0.062
Si	8.2359	11.0098	1.3746	0.014	0.006	-0.055
Si	-5.3408	-2.6045	1.3564	0.0171	-0.0026	-0.0321
Si	-2.6455	-0.0515	1.4342	-0.012	-0.0012	-0.0336
Si	-0.0267	2.7457	1.4999	0.0106	-0.0008	-0.0628
Si	-2.7695	5.3803	1.2965	-0.0025	-0.0135	-0.0305
Si	-0.0154	8.1618	1.2554	-0.0068	-0.0259	-0.0787
Si	-2.8027	-5.42	1.5271	-0.0357	0.0059	-0.0248
Si	-0.005	-2.8765	1.2974	-0.0092	0.0051	-0.0463
Si	1.3682	1.3654	2.7684	0.0032	-0.0108	0.0246
Si	4.0524	4.0772	2.6599	0.0199	0.0234	0.0245
Si	1.3453	6.7862	2.6518	-0.0064	0.0014	0.0402
Si	4.1327	9.5233	2.6883	0.0062	-0.0142	0.0197
Si	1.3488	-4.1767	2.7073	0.0014	0.0148	0.0249
Si	4.0226	-1.336	2.9105	-0.0061	0.0272	0.0587
Si	6.745	1.4406	2.8714	-0.0405	-0.0005	0.0489
Si	9.5623	4.0848	2.6349	-0.0172	-0.0316	0.0097
Si	6.8097	6.8348	2.5965	-0.0179	0.0013	0.0126
Si	9.5718	9.5465	2.666	0.0145	0.0122	0.0419
Si	6.8446	12.2389	2.807	0.0061	-0.0096	0.021
Si	-6.7708	-1.3282	2.7418	-0.002	-0.0241	0.0045
Si	-4.1183	1.2603	2.7355	0.012	0.0182	0.0248
Si	-1.4267	4.101	2.7807	-0.0046	0.0206	0.046
Si	-4.1011	6.8094	2.6041	-0.0113	0.0075	0.0032
Si	-1.3536	-6.8336	2.6917	0.0225	-0.0039	0.0044
Si	-4.0961	-3.9894	2.8267	-0.0125	0.0093	0.0286
Si	-1.2705	-1.4311	2.7239	0.0092	-0.021	0.0226
Si	0.022	-0.0272	4.1009	0.0028	-0.0297	-0.0038
Si	2.7324	2.7402	4.0886	0.0086	-0.0002	-0.0024
Si	-0.0152	5.4657	4.0751	0.0068	-0.0005	-0.0164
Si	2.7343	8.1443	4.0168	-0.0134	-0.0038	-0.0034
Si	-0.0094	-5.4891	4.0851	-0.0017	0.0153	0.0124
Si	2.657	-2.7781	4.1283	0.0079	-0.0067	-0.001
Si	5.4199	0.0323	4.2007	0.0174	0.0024	-0.0003
Si	8.1804	2.8082	4.0965	0.008	-0.0068	-0.0082
Si	5.4424	5.4681	3.988	0.007	0.0065	-0.004
Si	8.1739	8.1696	4.0025	0.0045	0.0067	-0.0257
Si	5.4573	10.8599	4.101	-0.0236	0.0052	0.014
Si	8.2013	-2.7022	4.1145	0.0137	0.0144	0.0117
Si	-5.4435	-0.0211	4.1537	0.0102	0.0002	0.0114
Si	-2.7748	2.6877	4.0775	-0.0065	-0.0103	0.0027
Si	-5.4282	5.4492	4.0139	0.0028	-0.0166	0.0047
Si	-2.73	8.1282	4.0211	-0.0058	-0.0032	0.0092
Si	-5.4462	-5.4256	4.101	0.0029	0.0058	-0.009
Si	-2.6715	-2.6934	4.1394	-0.0173	0.0016	-0.0082
Si	1.4159	-1.3121	16.3216	0.0106	-0.004	-0.0049
Si	4.0702	1.352	16.3836	-0.0058	-0.0002	0.0039
Si	1.3408	4.08	16.3134	0.0106	0.0012	0.0178
Si	4.0943	6.84	16.3186	-0.0047	-0.0025	0.0049
Si	1.3651	-6.8388	16.3134	0.0094	0.001	-0.0081
Si	4.0776	-4.0993	16.3445	-0.0055	0.0124	0.0174
Si	6.796	-1.3859	16.3238	0.0064	0.0065	0.0152
Si	-6.7764	1.3565	16.2653	-0.0053	-0.0125	0.0105
Si	6.7564	4.034	16.2914	0.0086	-0.0028	-0.0148
Si	-6.848	6.7724	16.2975	0.0134	0.006	-0.0025
Si	6.8212	9.5506	16.3318	-0.0048	-0.0074	0.0007
Si	-6.8118	-4.0736	16.3811	-0.0072	0.0041	0.0024
Si	-4.1228	-1.3928	16.2816	-0.0017	0.0087	-0.0003
Si	-1.3702	1.3745	16.3309	0.0101	-0.0018	0.0278
Si	-4.0398	4.099	16.301	-0.0161	0.0069	0.0059
Si	-1.3224	6.793	16.3252	0.0054	0.0026	0.0056
Si	-4.1107	9.5419	16.2586	-0.0011	0.0053	0.0113
Si	-1.3393	-4.0546	16.2613	-0.0115	-0.0083	0.0085
Si	2.7173	0.0217	17.7924	-0.0125	-0.0103	-0.007
Si	5.4421	2.7091	17.7351	-0.0033	-0.0002	0.0063
Si	2.7156	5.4645	17.6277	-0.0208	-0.0062	-0.032
Si	5.4724	8.204	17.6884	-0.0146	-0.0155	-0.0269
Si	2.7298	-5.5157	17.6813	0.0241	-0.0059	-0.0115
Si	5.4231	-2.7281	17.7088	0.0183	-0.007	-0.0255
Si	8.2085	-0.018	17.6168	0.0076	-0.0186	-0.0293
Si	-5.4223	2.7354	17.6095	-0.0031	0.0114	-0.0147
Si	8.1026	5.3676	17.6363	0.0108	0.01	-0.0332
Si	-5.5018	8.1893	17.5901	-0.0145	0.0114	-0.0385
Si	8.131	10.9022	17.761	0.0213	0.0073	-0.007
Si	-5.4331	-2.715	17.7392	0.003	0.0026	-0.0098
Si	-2.78	-0.028	17.6076	-0.0006	0.0088	-0.0214
Si	-0.0179	2.7448	17.7144	-0.0206	0.0362	-0.0138
Si	-2.647	5.4171	17.6854	-0.0088	-0.0231	-0.0133
Si	0.0139	-8.1666	17.7143	0.0041	-0.0006	-0.0097
Si	-2.7309	-5.4033	17.5757	-0.0218	0.0067	-0.0429
Si	0.0526	-2.6984	17.6009	0.0008	0.001	-0.0082
Si	1.3206	1.4087	19.1287	0.0213	-0.0147	0.0345
Si	4.0516	4.1294	19.0205	-0.0075	0.0139	0.0529
Si	1.3963	6.7893	19.0653	0.0201	-0.0079	0.0452
Si	4.1332	-6.794	19.1174	-0.0084	0.0058	0.0487
Si	1.3455	-4.1255	18.9578	-0.0195	-0.0016	0.03
Si	4.0897	-1.3789	19.124	-0.0104	0.0243	0.0344
Si	6.8657	1.3022	19.0011	0.0013	-0.0026	0.0483
Si	-6.8371	4.0139	18.9769	0.0009	-0.0329	0.0327
Si	6.7717	6.7484	18.9946	-0.0205	-0.0031	0.0441
Si	-6.8197	9.5117	19.0704	0.0192	-0.0133	0.06
Si	6.7653	-4.0596	19.14	0.0105	0.015	0.0663
Si	9.5395	-1.3144	19.0794	-0.0151	0.0165	0.0502
Si	-4.0902	1.3735	18.9716	0.0115	-0.0118	0.0453
Si	-1.3403	4.0948	19.1709	0.0034	-0.0044	0.045
Si	-4.0738	6.8336	18.8499	-0.0046	0.0122	0.0424
Si	-1.4107	-6.7556	18.946	0.0011	0.0107	0.0616
Si	-4.0241	-4.0875	19.0416	0.0163	-0.0063	0.0504
Si	-1.3609	-1.3603	18.9039	-0.0061	0.0073	0.0432
Si	-0.3523	0.2182	20.2943	0.2132	-0.0349	-0.7271
Si	2.4907	3.0456	20.378	0.0333	-0.1919	-0.7268
Si	0.289	5.2616	20.4711	-0.2558	0.0957	-0.7413
Si	2.9934	7.909	20.3792	-0.1137	0.1481	-0.7383
Si	-0.2747	-5.2037	20.2723	0.1321	-0.0757	-0.734
Si	2.8752	-3.0162	20.3147	-0.0543	0.2274	-0.705
Si	5.7673	-0.2514	20.3612	-0.1983	0.0408	-0.7203
Si	8.4055	2.4232	20.3646	-0.0569	0.2017	-0.7083
Si	5.1882	5.6698	20.3792	0.1674	-0.0901	-0.7253
Si	8.414	7.7926	20.2763	-0.2439	0.3847	-0.6619
Si	5.1712	-5.1651	20.5114	0.2238	-0.202	-0.7509
Si	7.9589	-2.4617	20.3867	0.1497	-0.1257	-0.7586
Si	-5.6206	0.2976	20.3738	0.0745	-0.2174	-0.7041
Si	-2.5502	2.4422	20.3759	-0.0686	0.2769	-0.7071
Si	-5.5956	5.6216	20.0942	0.1813	-0.2193	-0.7129
Si	-2.9891	-7.9273	20.2003	0.0818	-0.0908	-0.7168
Si	-5.1565	-5.7102	20.3097	-0.12	0.1606	-0.7708
Si	-2.3965	-2.915	20.3008	-0.2384	0.0431	-0.7022
Si	4.0475	-1.4522	-4.0606	-0.019	-0.0067	-0.0353
Si	2.955	8.0805	-4.8193	-0.0291	-0.0508	-0.0659
Si	4.2942	-4.2968	-2.6802	-0.0363	-0.0822	0.0675
Si	-6.3491	-3.7543	22.4387	-0.0629	0.0438	-0.2102
Si	1.0276	6.1193	-4.1813	0.0578	0.002	-0.0265
Si	-7.9881	6.8815	22.9774	-0.009	0.0387	-0.0748
Si	1.564	-1.097	22.2215	-0.0789	-0.0295	-0.0327
Si	6.7519	5.5091	-4.3678	-0.0282	0.0823	0.0636
Si	1.4081	-6.6775	22.5177	0.0272	0.0036	-0.067
Si	3.779	1.0399	22.255	0.0723	0.0523	-0.0055
Si	-2.7317	5.2857	-4.6214	-0.0705	-0.0154	-0.0083
Si	-3.375	-0.904	-2.9515	0.1152	-0.0333	0.1392
Si	6.906	-5.0938	-2.7943	0.0377	-0.036	0.1254
Si	-7.5848	0.3176	-2.8161	0.0018	-0.0446	0.1323
Si	-0.8242	0.8664	-2.7231	-0.0655	0.0303	0.1277
Si	-1.3912	7.5009	-2.9156	-0.0207	-0.0427	0.0732
Si	-1.6482	6.5635	22.4463	0.0159	-0.0422	-0.1297
Si	-2.3188	-5.9608	-2.2732	-0.0031	0.0377	0.2451
Si	6.0042	0.9337	-3.9998	0.0123	0.0469	-0.0668
Si	7.0778	4.273	22.4898	-0.0183	0.0305	-0.0577
Si	0.9548	3.2028	-2.9212	-0.0308	-0.0506	0.0847
Si	-7.2342	6.9017	-3.1259	0.0984	0.0166	0.0932
Si	-2.6744	-3.6639	-4.3121	-0.0347	-0.0223	0.0302
Si	-8.1291	-2.4948	-1.9489	0.1148	0.0213	0.0168
Si	-4.1268	-1.4793	22.4677	0.0335	0.0041	-0.1266
Si	-5.6269	5.2785	-4.9212	0.0515	-0.0479	-0.0172
Si	5.0342	5.0176	-2.0277	0.0386	-0.0255	0.1643
Si	-8.1034	-6.911	-4.6145	-0.0086	-0.1874	-0.0401
Si	5.954	-5.6318	23.5614	-0.1165	-0.0017	-0.1854
Si	1.6836	-5.9926	-2.9331	0.0917	-0.1106	0.104
Si	-3.8689	4.3178	22.4012	0.0438	-0.0877	-0.1064
Si	3.6812	2.4151	-2.5882	0.0977	-0.0213	0.0377
Si	-4.4033	3.5943	-2.8728	-0.0106	0.0223	-0.0011
Si	1.2706	-1.2065	-2.8641	0.046	-0.0788	0.0413
Si	-5.1126	0.9971	-4.1962	0.0787	0.1224	-0.0175
Si	0.3562	-3.8223	-4.3957	-0.0039	0.0962	-0.0298
Si	1.3435	-1.3847	5.4851	0.0133	0.0009	0.0157
Si	4.0605	1.4023	5.5032	-0.002	-0.0066	0.0149
Si	1.3488	4.0934	5.4252	0.0039	0.0031	0.0114
Si	4.084	6.7928	5.3923	0.0023	-0.0016	0.0023
Si	1.3786	9.4897	5.4176	-0.0003	-0.0254	0.0061
Si	4.0795	12.2163	5.4516	0.0011	0.0113	0.0107
Si	6.8206	-1.3524	5.475	-0.0136	-0.0005	0.0152
Si	9.512	1.3926	5.449	-0.022	0.0038	0.0078
Si	6.7928	4.1457	5.4228	0.0011	0.0076	0
Si	9.5205	6.8039	5.3798	-0.007	0.005	0.0074
Si	6.8211	9.4916	5.4257	0.0168	0.0004	0.0033
Si	-6.7966	-4.0845	5.4758	0.0074	-0.0045	0.0084
Si	-4.0556	-1.357	5.4922	-0.0008	-0.0216	0.0158
Si	-1.3753	1.3429	5.4263	-0.0118	0.0002	-0.0018
Si	-4.1003	4.0868	5.4207	-0.0021	0.0039	0.0048
Si	-1.3764	6.8087	5.4305	0.0058	-0.0052	0.0108
Si	-4.0648	-6.809	5.4079	0.0174	0.0044	0.0048
Si	-1.3452	-4.1073	5.4591	0.0137	0.0157	0.0098
Si	2.7088	-0.0018	6.821	0.0041	-0.0044	0.0027
Si	5.4533	2.7656	6.8078	-0.0006	0.0012	-0.0107
Si	2.7253	5.4449	6.7782	0.0043	0.0021	0.0016
Si	5.4422	8.1425	6.7776	0.0031	0.0008	-0.0021
Si	2.7197	10.8543	6.8019	-0.0021	0.0051	-0.01
Si	5.4408	-2.7276	6.803	0.0016	0	0.0025
Si	8.1683	0.0219	6.8204	0.0051	0.0053	-0.005
Si	10.8717	2.7425	6.8086	-0.001	0.0085	-0.0039
Si	8.1635	5.4764	6.7856	-0.0176	0.0022	0.0004
Si	-5.4383	-8.1665	6.7609	0.0013	-0.0088	-0.005
Si	-8.1672	-5.4533	6.8045	-0.0102	0.003	0.0029
Si	10.8968	-2.7312	6.8253	0.011	0.0028	0.0046
Si	-2.7125	0.0133	6.8354	-0.0112	-0.0065	0.0028
Si	-0.0074	2.7152	6.7778	0.0013	-0.0014	-0.0026
Si	-2.7268	5.4346	6.7831	0.0052	-0.0065	-0.0032
Si	-0.0005	8.1581	6.788	-0.0015	0.0035	-0.0002
Si	-2.7172	-5.4624	6.8002	0.0045	0.001	0.0048
Si	-0.0109	-2.7386	6.8362	-0.0056	0.0007	-0.0034
Si	1.3447	1.361	8.1605	0.0001	-0.0128	-0.0036
Si	4.0791	4.1005	8.1638	0.0072	-0.0052	-0.0027
Si	1.3608	6.7974	8.1441	-0.0042	0.0042	-0.0021
Si	4.0867	9.5018	8.1518	-0.0044	0.0021	0.0001
Si	1.3682	-4.0963	8.1708	0.0033	0.0133	0.0008
Si	4.0833	-1.36	8.163	0.0055	0.0117	0.0028
Si	6.7983	1.3817	8.1657	-0.0013	0.0053	0.0017
Si	9.5053	4.1001	8.1573	-0.0066	-0.0107	-0.0034
Si	6.8014	6.8084	8.1596	0.0071	-0.0027	0.0014
Si	-6.7916	-6.8123	8.1452	-0.0025	0.0018	-0.0042
Si	6.7942	-4.0913	8.161	-0.0044	-0.009	-0.0021
Si	9.5311	-1.3533	8.1658	0.001	-0.004	-0.0091
Si	-4.0839	1.3803	8.1694	0.0085	0.0109	0.0007
Si	-1.3629	4.0776	8.1426	-0.0129	-0.0003	0.0005
Si	-4.0872	6.7977	8.1409	0.0044	0.004	-0.012
Si	-1.3508	-6.8057	8.1625	0.006	0.007	-0.0063
Si	-4.0688	-4.0985	8.1714	-0.0056	-0.0003	-0.0022
Si	-1.3639	-1.3656	8.1857	0.0011	-0.0101	0.0033
Si	0.0025	-0.0012	9.5313	-0.0082	0.0058	0.0006
Si	2.7184	2.721	9.509	-0.0003	-0.0007	-0.002
Si	-0.0005	5.4368	9.5023	0.0115	-0.0112	-0.0041
Si	2.7184	8.1533	9.514	0.0014	-0.0066	-0.0026
Si	0.001	-5.444	9.5311	-0.0038	-0.0004	0.0014
Si	2.7259	-2.7237	9.523	0.0057	-0.0038	-0.0006
Si	5.4372	0.0099	9.5166	0.0007	-0.0095	0.0018
Si	8.1572	2.734	9.5278	0.0031	-0.0015	0.0045
Si	5.4449	5.4477	9.5248	-0.0013	0.0101	0.003
Si	-8.1566	-8.1563	9.5169	-0.0061	0.005	-0.0021
Si	5.4346	-5.4484	9.5179	-0.0007	0.0064	0.0003
Si	8.1594	-2.7224	9.5082	-0.0043	0.0039	-0.0034
Si	-5.4375	0.0096	9.5267	0.0016	0.0004	0.0004
Si	-2.7169	2.7317	9.5219	0.0012	-0.0009	0.0011
Si	-5.4452	5.4498	9.5158	-0.0039	0.0011	-0.0042
Si	-2.7225	8.152	9.5071	0.0023	0.001	-0.0019
Si	-5.4403	-5.4542	9.5162	0.0119	-0.0007	-0.0034
Si	-2.7207	-2.7304	9.5358	-0.0056	0.001	0.0041
Si	1.3664	-1.3631	10.8867	0.0019	0.0015	-0.004
Si	4.0738	1.3632	10.8803	-0.0036	-0.0032	-0.0019
Si	1.3589	4.0797	10.8653	-0.0016	0	-0.0025
Si	4.078	6.7999	10.8793	0.003	-0.0013	0.0008
Si	1.3666	9.5176	10.882	0.0017	0.0082	0.004
Si	4.086	-4.0806	10.8826	-0.0019	-0.0013	-0.0014
Si	6.7977	-1.3612	10.8651	0.0039	0.0043	-0.002
Si	9.5137	1.3633	10.8848	-0.0011	0.0037	-0.0009
Si	6.7957	4.085	10.8932	-0.0039	-0.0055	-0.0002
Si	-6.801	-9.514	10.8838	-0.0026	-0.0005	-0.0022
Si	-9.5223	-6.8024	10.8745	0.0069	0.0028	0.0014
Si	9.5154	-4.0873	10.8664	0.0036	-0.0019	-0.0007
Si	-4.0794	-1.3567	10.8809	-0.0005	-0.0042	-0.0009
Si	-1.3556	1.3675	10.8783	-0.0053	-0.0062	-0.001
Si	-4.0852	4.0876	10.8751	0.0061	-0.0016	0.0004
Si	-1.36	6.7953	10.8667	-0.0036	-0.0001	-0.0028
Si	-4.0771	9.5119	10.8755	-0.0036	-0.0043	-0.0027
Si	-1.3565	-4.084	10.8973	0.0046	0.0121	0.0011
Si	2.7241	-0.0023	12.2478	-0.001	-0.0039	0.0039
Si	5.4295	2.721	12.2479	0.0044	0.0014	0.0068
Si	2.7203	5.4287	12.2291	-0.0014	-0.0023	-0.0079
Si	5.4345	8.1622	12.2356	-0.0105	-0.0056	0.0002
Si	2.7255	10.8853	12.2417	0.0089	0.0108	0.004
Si	5.4497	-2.7173	12.2393	0.0068	0.0074	-0.0026
Si	8.1446	-0.0062	12.2335	-0.0024	-0.0136	-0.0031
Si	10.8796	2.7225	12.2371	-0.0046	-0.0071	0.007
Si	8.1612	5.4467	12.2468	0.0101	0.007	0.0033
Si	-5.4392	-8.1537	12.2439	0.0117	0.0091	0.0006
Si	-8.1672	-5.4416	12.2308	-0.0122	-0.0026	0.0014
Si	10.8702	-2.7207	12.2216	-0.0029	0.0072	0.0003
Si	-2.7092	0.0039	12.2315	0.0106	0.0113	0.0015
Si	0.009	2.7249	12.2356	0.0024	0	-0.0026
Si	-2.7224	5.4436	12.2318	-0.0018	-0.0059	0.0017
Si	0.0013	8.1537	12.2301	0.0017	-0.0077	0.0016
Si	-2.7228	-5.452	12.2441	-0.0065	-0.0006	0.0021
Si	0.0065	-2.7182	12.2528	-0.0079	-0.0042	0.009
Si	1.367	1.3669	13.6027	0.0012	-0.0031	0.0073
Si	4.0643	4.0756	13.6117	-0.0081	0.0062	-0.0012
Si	1.3688	6.7932	13.5802	0.0027	-0.0076	-0.0096
Si	4.0868	9.5288	13.6003	-0.0023	0.0026	-0.0033
Si	1.3734	-4.0756	13.611	0.0076	0.0003	-0.0026
Si	4.0932	-1.3601	13.6056	0.0013	-0.0044	0.0083
Si	6.7823	1.3454	13.5999	0.002	-0.0068	-0.0005
Si	9.5224	4.0808	13.6025	0.0031	0.0027	-0.0015
Si	6.7857	6.8014	13.598	0.002	0.0058	0.0003
Si	-6.8124	-6.7947	13.5955	-0.0017	0.0012	0.0003
Si	6.8042	-4.0835	13.6001	0.0085	0.0005	0.0003
Si	9.5003	-1.3767	13.5844	0.0041	0.0063	-0.0021
Si	-4.0718	1.3572	13.5848	-0.0027	-0.0109	-0.0039
Si	-1.3576	4.0847	13.5851	-0.0018	0.0065	-0.0016
Si	-4.0752	6.8048	13.597	-0.0051	-0.0048	0.0015
Si	-1.3545	9.5077	13.6005	0.0027	0.003	0.0022
Si	-4.0938	-4.0766	13.5805	-0.0008	0.007	0.0011
Si	-1.3484	-1.3404	13.604	-0.0082	0.0074	-0.0017
Si	0.0121	0.0229	14.9764	-0.0047	-0.0061	-0.0058
Si	2.72	2.7084	14.9894	0.0024	-0.0036	-0.0059
Si	0.0091	5.442	14.9389	0.0012	-0.0014	-0.0019
Si	2.7253	8.1543	14.9373	0.0018	-0.0029	-0.0144
Si	0.0168	-5.4541	14.9533	0.006	0.0033	-0.0106
Si	2.7428	-2.7163	14.9739	0.0012	-0.0036	-0.0036
Si	5.4304	-0.0018	14.993	-0.0004	0.0022	0.0031
Si	8.1495	2.7065	14.9388	0.0117	-0.0014	-0.0157
Si	5.4244	5.4427	14.9606	-0.0073	0.0114	-0.0068
Si	8.1418	8.1648	14.9538	0.0053	-0.0006	-0.0063
Si	5.4444	10.8877	14.9683	-0.002	-0.0031	-0.0079
Si	8.16	-2.7358	14.9733	0.008	-0.0021	-0.0025
Si	-5.4456	-0.0164	14.9139	-0.0026	-0.0017	-0.0149
Si	-2.7107	2.7198	14.9418	-0.0011	-0.0033	-0.0007
Si	-5.4327	5.4472	14.9587	-0.0046	-0.0049	-0.0081
Si	-2.7131	8.1511	14.969	-0.001	-0.0066	0.0031
Si	-5.4733	-5.409	14.9484	-0.0103	0.0088	-0.0032
Si	-2.7258	-2.7144	14.9255	-0.0004	-0.0001	-0.0093
O	-3.4934	-6.654	-1.3807	-0.0345	-0.3806	-0.3242
O	-1.4659	1.297	20.8344	-0.0946	0.1991	0.1426
O	4.0022	-4.0717	20.8526	-0.0201	0.0313	0.2943
O	7.1624	-3.5098	-2.6382	-0.4131	0.2694	-0.5976
O	5.44	-0.0986	-0.2801	0.0189	-0.3502	-0.3702
O	-6.75	1.3819	20.8825	0.0929	0.1097	0.5422
O	1.3938	4.1369	20.9375	0.1768	0.0093	0.2351
O	7.3839	-1.7884	-0.7718	-0.0144	-0.028	0.0854
O	-4.5712	4.0484	-1.3358	-0.1978	0.3483	-0.0829
O	0.1605	-0.6052	21.606	-0.3147	-0.1181	0.5367
O	-5.4639	-5.3246	-0.3971	0.0082	0.0635	-0.247
O	6.8534	-1.3593	20.9109	0.1039	-0.2455	0.3779
O	7.9122	5.8091	-3.2878	-0.0971	-0.4277	0.2722
O	4.7419	-4.1969	-1.1211	0.2044	0.0448	0.0359
O	8.1151	2.7371	-0.3955	0.0507	0.1272	-0.2453
O	-1.7983	7.0398	-1.4156	-0.6506	0.039	0.1061
O	2.7577	8.0891	-0.4594	-0.0825	0.1297	-0.3607
O	5.2024	0.5675	21.6591	0.4655	0.3245	0.1633
O	3.6219	1.4297	-1.3103	-0.3462	-0.256	0.1565
O	6.5723	3.8265	23.95	0.1125	-0.0808	0.0144
O	-1.4011	-5.0097	-1.2885	0.6558	-0.0945	-0.2368
O	-0.043	5.4342	-0.3793	0.1205	-0.076	-0.2341
O	-4.8201	-0.2399	21.6917	0.0151	0.3086	0.3876
O	0.4539	-5.2579	-3.6678	-0.5721	-0.1184	-0.2122
O	2.7624	-0.8209	-3.3241	0.1545	0.2559	0.1796
O	-0.2545	6.0046	21.8328	0.2413	0.3127	0.3531
O	-7.6439	-3.1393	21.6852	-0.1254	-0.041	0.2347
O	7.8155	7.8966	21.8038	-0.4699	0.3963	0.2672
O	3.8331	1.0812	23.8409	-0.174	-0.1091	0.0317
O	-1.5583	-7.2109	-2.9753	0.3078	0.0358	-0.1666
O	-4.946	4.994	21.4315	0.0184	0.0973	0.3955
O	-3.9587	-0.9216	-1.4335	-0.4711	0.2184	-0.1098
O	7.3046	6.8831	24.2281	0.0608	-0.4356	0.0716
O	6.3357	4.4612	-1.2562	0.2176	0.0121	-0.4207
O	4.1006	6.7991	20.8889	0.0399	-0.0993	0.4768
O	-5.2262	-2.6337	22.5992	0.045	0.0081	0.1048
O	-5.7872	-5.0374	21.645	-0.2677	-0.2381	0.3116
O	-2.2584	7.6519	21.4351	-0.0619	0.0144	0.3001
O	-6.7137	0.9445	-4.024	-0.3321	0.0988	-0.5604
O	3.3163	2.4721	21.6697	0.3773	0.3796	0.0747
O	-2.64	2.6182	-0.3615	0.1412	-0.2371	-0.4752
O	-7.9035	-7.9883	-3.4323	-0.1585	0.0124	0.6068
O	8.1203	-8.0522	-0.3678	-0.0127	-0.035	-0.2056
O	-6.6473	6.7814	20.5274	0.097	0.0488	0.3617
O	2.0343	-2.5168	21.6251	0.0814	-0.1835	0.5067
O	6.6478	-6.9961	24.0335	0.2397	-0.144	-0.2283
O	-6.9096	0.734	-1.3909	0.4998	-0.2818	-0.0772
O	-3.0178	4.2289	-3.4238	0.6872	-0.1595	0.5391
O	-2.628	5.3051	22.6229	0.0032	-0.1923	0.5007
O	1.1472	-6.543	-1.5111	-0.3314	-0.0556	-0.1257
O	7.6329	2.9878	21.6832	-0.1264	-0.2519	0.3157
O	-4.5798	-0.4964	-3.9279	-0.1989	-0.5082	-0.3729
O	4.5382	6.3853	-1.3396	0.019	0.3564	-0.5162
O	5.3957	-5.2596	-3.3697	-0.1473	-0.4469	-0.5469
O	0.1434	7.1059	-3.2456	0.3515	0.3014	0.3275
O	-5.6374	4.1873	-3.7265	-0.4817	-0.1364	0.1902
O	2.5683	6.6493	-4.131	0.3821	-0.3945	0.2676
O	-2.303	6.716	-4.0021	-0.0902	0.2199	-0.1897
O	1.2047	3.4259	-1.3349	0.0066	-0.354	0.0173
O	2.2766	2.3782	-3.3941	-0.0799	-0.1818	-0.6464
O	-3.2977	2.9539	21.7403	0.0978	-0.4484	0.2182
O	2.8257	-2.718	-0.2454	-0.084	-0.1306	-0.5531
O	-4.0235	8.1005	24.003	0.0175	0.2726	-0.3774
O	-1.3112	-4.0435	20.8043	0.2662	0.2664	0.5504
O	-2.9002	-2.0992	21.617	0.1786	0.0966	0.3451
O	5.3872	5.2663	-3.5729	-0.3744	0.1291	-0.4328
O	0.2657	-0.0903	-3.4171	0.0108	-0.098	-0.4673
O	2.3592	-5.5456	23.1791	-0.0772	0.5668	-0.0908
O	6.9627	-5.994	-1.4483	0.0588	-0.1609	-0.2308
O	-0.415	2.3705	-3.197	-0.364	0.2493	-0.468
O	-2.2516	0.2544	-3.1492	-0.2854	0.3122	-0.0877
O	2.3429	-7.1014	-3.8768	0.0765	0.0328	0.0908
O	2.3042	-7.7382	21.6923	0.1651	-0.1984	0.341
O	2.6809	-0.0314	21.7752	0.0902	-0.0921	-0.5369
O	-2.8593	-2.3636	-3.3766	0.2416	-0.1024	0.079
O	4.9194	2.0506	-3.5581	0.0075	0.2517	-0.4233
O	-4.0754	-6.8469	20.7917	-0.2225	0.0549	0.672
O	-2.6469	-2.841	-0.3764	0.2909	-0.0051	-0.1482
O	1.4469	-1.1813	23.812	0.3592	-0.1223	0.2774
O	5.6967	-5.6928	21.9645	0.1625	-0.282	0.0924
O	1.1152	-1.136	-1.267	-0.5147	0.4069	-0.1374
O	-2.9159	-5.0032	-3.4313	-0.3199	-0.2904	0.1277
O	-6.5968	6.7539	-1.6426	0.1792	-0.3622	-0.2977
O	-0.7901	0.8694	-1.1025	0.0962	-0.0372	0.0297
O	-3.6029	-0.9994	23.9096	-0.2364	0.1798	0.1936
O	7.0001	-4.4712	23.9282	-0.2565	0.4381	0.0007
O	5.8387	4.9603	21.695	-0.1341	-0.1804	0.4315
O	-7.602	-1.3114	-2.9185	0.101	-0.2377	-0.5775
O	7.2555	0.9458	-2.9754	-0.1608	0.1098	0.5064
O	4.3199	-2.895	-3.4391	0.2404	-0.0295	0.0656
O	-8.009	5.3276	22.5249	0.4976	-0.1945	0.0341
O	0.8728	4.6081	-3.6877	0.0359	-0.0492	-0.1388
O	-1.1611	-3.624	-4.879	-0.1391	0.2522	-0.4913
O	5.3359	-0.5244	-3.8592	0.2727	-0.3792	-0.0499
O	-4.4632	1.997	-3.0872	0.3373	-0.2885	0.3641
O	-6.9324	-3.3853	-1.3184	0.4125	0.0329	-0.2548
O	-6.7249	-4.2502	23.9131	0.4056	-0.2708	0.4406
O	0.833	-2.6618	-3.3889	-0.2842	-0.1638	-0.0217
O	2.8118	-4.8795	-2.6816	-0.2759	0.5485	0.2702
O	-6.513	7.3916	23.3941	0.1421	-0.1811	-0.2869
O	0.3245	-5.9701	21.5723	0.0502	0.0643	-0.0259
O	0.6635	-7.4385	23.7339	-0.4927	-0.3026	-0.075
O	8.0299	-5.5159	-3.8542	0.6108	0.4265	-0.2941
O	-4.6173	4.0742	23.791	-0.3049	0.0264	-0.0454
O	-6.1103	6.6707	-4.2645	0.413	0.6213	-0.0676
O	4.5276	-8.0552	-5.0356	0.0068	0.0836	0.1574
O	3.8744	3.9089	-1.9824	-0.2692	0.1153	0.1905
O	-1.5164	7.2876	23.8818	0.4888	0.162	0.1443

Results
total energy: -82022.411 eV
total energy less fixed offsets of O -438.25, Si -107.07 eV per atom: -0.731 eV
